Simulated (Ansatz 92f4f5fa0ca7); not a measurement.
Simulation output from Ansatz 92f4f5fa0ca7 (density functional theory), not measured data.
Periodic cell of 219 atoms, Si133O78H8, from a study of silicon, its oxide and their interface. The atomic structure is a simulated model.
Doubt: the cutoff is low for norm-conserving oxygen, so forces and energies are approximate.

Settings: functional HSE06; potential files SPMS norm-conserving; basis plane waves; wave-function cutoff 800 eV; density cutoff ratio 4; exchange-correlation grid ratio 1; k mesh 1 x 1 x 1, Gamma-centred; occupations fixed; spin none; net charge 0.

Cell vectors (angstrom)
a, 10.938, 0, 0
b, 0, 10.938, 0
c, 0, 0, 31.5446

Atoms: element, x, y, z (angstrom)
Si, 0.5248, 10.4982, 24.2581
Si, 6.1297, 10.5069, 23.9553
Si, 2.258, 3.2153, 24.1725
Si, 7.7416, 3.291, 24.1753
Si, 0.5396, 4.9761, 24.1493
Si, 5.9744, 4.9916, 24.1692
Si, 2.3507, 8.7393, 24.0772
Si, 7.7294, 8.6226, 24.1217
Si, 1.4039, 1.3955, 25.4683
Si, 6.8785, 1.3852, 25.3371
Si, 4.1204, 4.0939, 25.3744
Si, 9.607, 4.1352, 25.387
Si, 1.4431, 6.8568, 25.321
Si, 6.8394, 6.8348, 25.4128
Si, 4.1929, 9.6528, 25.2667
Si, 9.5924, 9.525, 25.3634
Si, 2.8189, 0.02, 26.7529
Si, 8.246, 0.0144, 26.7355
Si, -0.0426, 2.7122, 26.7813
Si, 5.442, 2.6788, 26.7437
Si, 2.7897, 5.5035, 26.7455
Si, 8.2526, 5.5062, 26.7705
Si, 0.0024, 8.1417, 26.7378
Si, 5.4303, 8.2019, 26.7342
Si, 4.1018, 1.3673, 28.1264
Si, 9.5708, 1.3673, 28.1264
Si, 1.3673, 4.1018, 28.1264
Si, 6.8362, 4.1018, 28.1264
Si, 4.1018, 6.8362, 28.1264
Si, 9.5708, 6.8362, 28.1264
Si, 1.3673, 9.5708, 28.1264
Si, 6.8362, 9.5708, 28.1264
Si, 0, 0, 29.4936
Si, 5.469, 0, 29.4936
Si, 2.7345, 2.7345, 29.4936
Si, 8.2035, 2.7345, 29.4936
Si, 0, 5.469, 29.4936
Si, 5.469, 5.469, 29.4936
Si, 2.7345, 8.2035, 29.4936
Si, 8.2035, 8.2035, 29.4936
Si, 1.3673, 1.3673, 30.8609
Si, 6.8362, 1.3673, 30.8609
Si, 4.1018, 4.1018, 30.8609
Si, 9.5708, 4.1018, 30.8609
Si, 1.3673, 6.8362, 30.8609
Si, 6.8362, 6.8362, 30.8609
Si, 4.1018, 9.5708, 30.8609
Si, 9.5708, 9.5708, 30.8609
Si, 2.7345, 0, 0.6835
Si, 8.2035, 0, 0.6835
Si, 0, 2.7345, 0.6835
Si, 5.469, 2.7345, 0.6835
Si, 2.7345, 5.469, 0.6835
Si, 8.2035, 5.469, 0.6835
Si, 0, 8.2035, 0.6835
Si, 5.469, 8.2035, 0.6835
Si, 4.1018, 1.3673, 2.0507
Si, 9.5708, 1.3673, 2.0507
Si, 1.3673, 4.1018, 2.0507
Si, 6.8362, 4.1018, 2.0507
Si, 4.1018, 6.8362, 2.0507
Si, 9.5708, 6.8362, 2.0507
Si, 1.3673, 9.5708, 2.0507
Si, 6.8362, 9.5708, 2.0507
Si, 0, 0, 3.418
Si, 5.469, 0, 3.418
Si, 2.7345, 2.7345, 3.418
Si, 8.2035, 2.7345, 3.418
Si, 0, 5.469, 3.418
Si, 5.469, 5.469, 3.418
Si, 2.7345, 8.2035, 3.418
Si, 8.2035, 8.2035, 3.418
Si, 1.3885, 1.4022, 4.7376
Si, 6.8511, 1.4111, 4.8027
Si, 4.0414, 4.0805, 4.7907
Si, 9.5175, 4.075, 4.7661
Si, 1.3776, 6.8712, 4.831
Si, 6.8619, 6.9, 4.8103
Si, 4.1016, 9.4977, 4.7869
Si, 9.5136, 9.5278, 4.8156
Si, 2.6852, -0.0486, 6.0506
Si, 8.1704, 0.0034, 6.1988
Si, -0.0255, 2.7097, 6.0988
Si, 5.4141, 2.7392, 6.1733
Si, 2.7081, 5.4461, 6.2184
Si, 8.1733, 5.4583, 6.1554
Si, -0.0617, 8.1765, 6.2416
Si, 5.4994, 8.2267, 6.2748
Si, 4.4338, 0.8826, 7.3208
Si, 10.0617, 0.8744, 7.368
Si, 0.8084, 4.5114, 7.3947
Si, 6.3219, 4.581, 7.3829
Si, 4.5899, 6.3244, 7.4104
Si, 9.9822, 6.2818, 7.4758
Si, 0.8599, 10.0678, 7.3678
Si, 6.3117, 10.1802, 7.5323
H, 9.7601, 1.2456, 8.7929
H, 1.2504, 9.7845, 8.7906
H, 4.2583, 6.6367, 8.8406
H, 6.6892, 4.2393, 8.7973
O, 9.5085, 6.4451, 9.0669
O, 0.9727, 3.8566, 8.9169
O, 3.6232, 1.1677, 8.7441
O, 6.7187, 10.1725, 9.1615
H, 0.1838, 5.2872, 22.7249
H, 2.5916, 2.8317, 22.7618
H, 5.6435, 5.3373, 22.7452
H, 8.086, 3.0011, 22.7504
O, 11.0328, 0.2072, 22.8058
O, 2.9231, 8.4132, 22.5346
O, 6.1074, 10.8919, 22.2891
O, 7.8998, 8.061, 22.5612
Si, 3.9781, 10.5576, 19.0368
Si, 8.3236, 7.7593, 21.0411
Si, 6.5749, 4.8063, 17.9369
Si, 3.9477, 9.3055, 14.583
Si, 10.9357, 9.207, 19.9511
Si, 3.5803, 1.4954, 10.3186
Si, 2.6986, 1.3456, 16.9266
Si, 9.2551, 5.5625, 19.4372
Si, 4.9364, 7.7897, 12.0771
Si, 9, 6.9886, 10.5057
Si, 7.7295, 1.423, 15.5836
Si, 7.1312, 0.5102, 21.1201
Si, 2.559, 7.4095, 16.4148
Si, 10.2354, 0.6712, 21.4984
Si, 10.6168, 7.717, 17.439
Si, 3.921, 6.438, 18.883
Si, 2.4707, 6.2831, 12.0078
Si, 5.8746, 2.5746, 11.9305
Si, 0.1863, 8.2452, 12.4997
Si, 6.9655, 5.3172, 12.1768
Si, 1.4739, 3.8173, 10.4476
Si, 6.7358, 9.7333, 16.1121
Si, 2.987, 4.9685, 14.5923
Si, 8.9038, 8.2358, 14.8449
Si, -0.0791, 4.0845, 14.9973
Si, 2.1238, 10.8164, 12.5091
Si, 5.5142, 2.4151, 19.5609
Si, 7.9525, 5.3775, 15.0165
Si, 6.6456, 9.1997, 19.0016
Si, 10.9745, 2.968, 19.8636
Si, 4.8749, 2.4714, 14.9251
Si, 2.938, 3.5715, 19.2126
Si, 2.8047, 8.4734, 20.917
Si, 10.672, 2.0782, 16.9589
Si, 6.9892, 9.4668, 10.6024
Si, 0.0455, 2.0989, 12.6142
Si, 8.2543, 0.8273, 12.4668
O, 8.8578, 6.2311, 20.8736
O, 4.8252, 0.9855, 19.2253
O, 9.8682, 6.6241, 18.3709
O, 6.0652, 6.6509, 12.1982
O, 0.3334, 3.1685, 11.419
O, 5.1966, 9.7271, 15.5571
O, 7.1124, 8.8612, 17.4597
O, 10.42, 2.261, 21.2106
O, 6.0671, 3.2592, 18.2517
O, 5.0533, 9.3763, 18.7594
O, 8.0511, 0.8755, 14.0846
O, 7.0894, 0.3082, 16.573
O, 2.9324, 2.7031, 17.8222
O, 3.5636, 7.293, 11.3207
O, 0.0904, 3.607, 16.5405
O, 2.8106, 2.9058, 10.5917
O, 8.6357, 0.4622, 21.7393
O, 1.3619, 1.2294, 13.0261
O, 7.9059, 4.9234, 18.8386
O, 1.3186, 7.107, 12.8401
O, 10.4767, 2.9058, 13.9362
O, 9.1869, 1.7857, 16.2828
O, 6.4411, 2.4761, 15.481
O, 4.5463, 8.1607, 13.6079
O, 7.2966, 4.7061, 13.6757
O, 3.7509, 7.2529, 20.312
O, 1.2177, 8.2961, 20.544
O, 2.969, 10.91, 17.7975
O, 5.0503, 2.2142, 13.3125
O, 4.2723, 3.315, 20.144
O, 7.758, 9.3809, 14.8932
O, 7.4195, 2.0866, 11.8974
O, 10.5425, 2.0511, 18.5766
O, 10.0261, 8.4591, 13.6906
O, 1.0045, 7.0875, 16.7436
O, 1.7818, 5.3618, 10.8694
O, 9.6593, 8.2178, 16.2589
O, 10.2937, 7.7048, 11.2098
O, 5.118, 1.7207, 10.7828
O, 1.0923, 1.2298, 16.486
O, 2.7308, 8.7643, 15.5307
O, 3.8262, 1.4354, 15.7053
O, 5.4181, 5.881, 18.439
O, 10.9577, 10.8002, 20.2672
O, 7.7717, 10.4043, 11.7012
O, 8.3506, 5.7336, 11.374
O, 10.374, 4.4522, 19.7307
O, 6.6864, 2.0387, 20.647
O, 3.2317, 6.1944, 15.6003
O, 7.2055, 10.5426, 19.7493
O, 2.8963, 5.1612, 18.8732
O, 6.0129, 4.1547, 11.5208
O, 3.1899, 9.9819, 20.3514
O, 1.0194, 9.6305, 12.2486
O, 2.8597, 0.249, 11.0973
O, 3.2579, 10.438, 13.6262
O, 7.0765, 7.9673, 19.9834
O, 10.9554, 9.0342, 18.3335
O, 4.0926, 3.8916, 15.0912
O, 7.9383, 6.9507, 14.6616
O, 3.3869, 7.527, 17.7982
O, 7.0729, 5.0562, 16.3747
O, 7.862, 8.1293, 10.3018
O, 1.642, 3.1141, 20.0611
O, 9.5523, 8.7273, 20.6348
O, 9.8282, 1.0577, 12.1311
O, 1.3882, 4.6255, 14.5718
O, 3.3156, 5.3447, 13.045
O, 5.5435, 9.0514, 11.2503
O, 9.5608, 5.0626, 15.0749

Results
free energy: -50137.444 eV
free energy less fixed offsets of H -15.86, O -447.96, Si -113.29 eV per atom: -2.114 eV
gap between the highest filled and lowest empty level on this k mesh: 1.514 eV

The program warned: the cutoff lies below the one the program advises for these potential files; the forces do not sum to zero within the program's tolerance; the exchange-correlation potential is rough where the density is thin.
